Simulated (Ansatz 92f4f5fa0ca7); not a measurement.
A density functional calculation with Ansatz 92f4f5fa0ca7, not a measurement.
Periodic cell of 237 atoms, Si145O90As2, from a study of silicon, its oxide and their interface. The atomic structure is a simulated model.
Doubt: the cutoff is far below the 930 eV that the study's wrapper takes by default for these files, so forces and energies are approximate.
This geometry differs little from another in the collection (a relaxation step or a small displacement).

Settings
functional: PBE
potential files: Ansatz PAW
basis: plane waves
wave-function cutoff: 580 eV
density cutoff ratio: 5
exchange-correlation grid ratio: 1
k mesh: 1 x 1 x 1, Gamma-centred
self-consistency stop: 5e-08 eV per atom in the density residual
occupations: fixed
spin: none
net charge: 0

Cell vectors (angstrom)
a	11.6015	0	0
b	0	10.938	0
c	0	0	32.0622

Atoms and the computed forces on them: element, x, y, z (angstrom), force x, y, z (eV/angstrom)
Si	-0.1914	-0.0669	23.266	0.0008	-0.0022	0.0005
Si	3.6763	0.2067	23.0963	-0.0016	0.0016	-0.0015
Si	7.5577	-0.131	23.438	0.001	-0.0021	-0.0026
Si	1.6903	1.3744	23.4079	0.0005	0.0035	0.0021
Si	5.7397	1.4093	23.181	0.0002	0.0016	0.0045
Si	9.4501	1.2309	23.3594	0.0001	0.0013	-0.0007
Si	0.1674	5.3207	23.4466	0.0039	0.0013	-0.0059
Si	4.126	5.3001	23.3836	-0.0013	0.0013	0.0014
Si	8.0376	5.6124	23.5358	0.0027	0.0011	0.001
Si	2.1649	6.5929	23.3659	0.0026	0.0011	0.0023
Si	5.9711	6.7718	23.4708	-0.0007	0.0006	-0.0012
Si	10.0128	6.8716	23.5877	-0.0037	0.004	0.0017
Si	1.9068	2.6672	25.3738	-0.0003	0.0008	0.0006
Si	5.8342	2.6577	25.2481	-0.0006	0.0002	0.0028
Si	9.6362	2.6891	25.2597	0.0003	0.0009	0.0019
Si	11.6031	4.0117	25.3761	-0.001	0.0003	0.0009
Si	3.8959	3.9763	25.314	0.0012	-0.0008	-0.0009
Si	7.7465	4.0938	25.3334	-0.001	-0.0039	-0.0024
Si	1.9779	8.1521	25.195	-0.0004	0.0015	0.0006
Si	5.7787	8.1698	25.358	-0.0003	-0.0008	-0.0029
Si	9.7144	8.2664	25.4228	0.0034	0.0005	-0.0026
Si	11.643	9.5628	25.2593	0.0006	-0.0003	0.0022
Si	3.8695	9.5905	25.0687	-0.0003	-0.0005	0.0016
Si	7.6935	9.5233	25.3997	-0.0005	-0.0009	-0.0003
Si	11.6518	-0.0096	27.2051	0.0025	0.0017	0.0011
Si	3.9031	-0.0535	27.1207	-0.0004	-0.0003	0.0016
Si	7.7598	-0.0147	27.2789	-0.001	0.0026	-0.0017
Si	1.9871	1.3144	27.2736	-0.0006	0.0004	-0.0015
Si	5.8292	1.3245	27.2015	0.0009	0.0002	0.0009
Si	9.6973	1.3332	27.206	0.0008	0.0006	0.0009
Si	11.5948	5.4707	27.2344	0.0005	-0.0005	-0.0016
Si	3.8482	5.4217	27.2119	0.0008	0.0003	-0.0014
Si	7.7141	5.46	27.259	-0.0001	0.0015	-0.0021
Si	1.9401	6.8273	27.1807	0.0004	0.0012	0.0011
Si	5.7617	6.7986	27.2669	-0.0012	0.0008	-0.002
Si	9.6562	6.8156	27.2754	0.002	-0.0016	-0.0007
Si	1.9452	2.7246	29.1715	0.0066	-0.0004	0.0035
Si	5.795	2.7103	29.1401	-0.0003	-0.0002	-0.0048
Si	9.6807	2.7231	29.143	0.0034	0.0001	-0.0045
Si	0.011	4.0963	29.1623	0.0002	0.0019	0.0006
Si	3.869	4.0884	29.1657	-0.0045	-0.002	0.0013
Si	7.7318	4.0786	29.1715	-0.0015	0.0017	0.004
Si	1.9446	8.1866	29.1379	0.0001	0.0007	-0.0026
Si	5.7919	8.1923	29.1723	-0.0037	-0.0006	0.0073
Si	9.6738	8.2036	29.1822	-0.0024	0.0037	0.0093
Si	0.0117	9.5606	29.1494	0.0008	-0.004	-0.0061
Si	3.8729	9.5692	29.1235	0.005	-0.0053	-0.0131
Si	7.7334	9.5483	29.1882	0.0034	-0.0012	0.0044
Si	0	0	31.0965	0.03	0.031	-0.0739
Si	3.8672	0	31.0965	-0.0153	0.0281	-0.1987
Si	7.7343	0	31.0965	-0.0373	0.0492	0.1049
Si	1.9336	1.3673	31.0965	-0.01	-0.0752	0.0813
Si	5.8008	1.3673	31.0965	0.0012	0.0008	-0.1359
Si	9.6679	1.3673	31.0965	0.0016	-0.0625	-0.0912
Si	0	5.469	31.0965	0.0176	-0.0289	-0.0211
Si	3.8672	5.469	31.0965	0.0243	0.0268	-0.019
Si	7.7343	5.469	31.0965	-0.023	-0.0488	-0.0149
Si	1.9336	6.8362	31.0965	-0.0094	-0.0308	-0.0896
Si	5.8008	6.8362	31.0965	-0.0355	-0.0684	0.0854
Si	9.6679	6.8362	31.0965	0.0525	-0.1526	0.1347
Si	1.9336	2.7345	0.9679	-0.0314	0.0192	0.0921
Si	5.8008	2.7345	0.9679	-0.0482	-0.0037	-0.1871
Si	9.6679	2.7345	0.9679	0.0266	0.0105	0.0477
Si	0	4.1018	0.9679	-0.096	0.0517	-0.0501
Si	3.8672	4.1018	0.9679	0.0054	0.032	0.1076
Si	7.7343	4.1018	0.9679	0.0799	0.0786	0.0716
Si	1.9336	8.2035	0.9679	0.0321	0.0184	-0.0882
Si	5.8008	8.2035	0.9679	0.0049	0.12	-0.0885
Si	9.6679	8.2035	0.9679	-0.0771	0.0709	0.2229
Si	0	9.5708	0.9679	-0.0124	0.041	0.2263
Si	3.8672	9.5708	0.9679	-0.1635	-0.1475	-0.0395
Si	7.7343	9.5708	0.9679	0.0809	-0.0511	0.0103
Si	11.5936	0.0024	2.9435	-0.0026	0	-0.0084
Si	3.811	-0.0068	2.9036	-0.0033	-0.0061	0.0156
Si	7.7424	-0.008	2.9052	0.0011	-0.0022	-0.0131
Si	1.9051	1.4028	2.9285	-0.0047	0.0009	0.0019
Si	5.7703	1.2835	2.8149	0.024	-0.0018	-0.0123
Si	9.6572	1.3698	2.9131	-0.0007	0.0015	-0.0042
Si	11.5618	5.5048	2.874	-0.0072	0.0006	-0.0021
Si	3.8682	5.4892	2.9073	0.0081	0.0019	0.0023
Si	7.7309	5.5098	2.8914	-0.0005	-0.0021	-0.0078
Si	1.9087	6.8241	2.887	0.0031	-0.0036	0.0011
Si	5.8013	6.8501	2.8856	0.0077	-0.0077	0.0093
Si	9.6649	6.9119	2.979	-0.0025	-0.0453	-0.0072
Si	1.871	2.869	4.8131	0.0063	0.0028	0.0077
Si	5.7043	2.5936	4.7206	-0.0163	0.0355	0.0256
Si	9.5737	2.7918	4.8125	0.0127	0.0154	0.0133
Si	11.4959	4.1914	4.8172	-0.0271	-0.0001	-0.0266
Si	3.8808	4.106	4.8296	-0.0062	0.0023	-0.0016
Si	7.5679	4.0014	4.7084	0.0236	0.0108	-0.0394
Si	1.8882	8.1602	4.8272	-0.001	0.0037	-0.0046
Si	5.8147	8.2693	4.7744	-0.0129	-0.007	0.001
Si	9.6953	8.2709	4.9705	-0.0295	-0.0225	0.0399
Si	11.6333	9.6567	4.9618	0.0126	-0.0102	0.023
Si	3.8197	9.4922	4.8028	-0.0029	0.002	0.0057
Si	7.7614	9.642	4.891	-0.0125	0.0056	0.0165
Si	11.6536	0.3286	6.8124	-0.0241	-0.025	0.0822
Si	3.7769	-0.0586	6.6849	-0.0101	0.0034	-0.0106
Si	7.7808	0.044	6.8945	-0.0121	0.0042	0.0061
Si	2.0984	1.5399	6.7288	0.0118	-0.0078	-0.003
Si	5.7378	1.2316	6.662	0.0056	-0.0065	0.0015
Si	9.6672	1.5515	6.8174	-0.003	-0.0076	0.0046
Si	11.4732	5.5769	6.7443	-0.0226	0.018	-0.0188
Si	3.9003	5.4346	6.8229	0.0026	-0.0153	-0.0198
As	7.6476	5.5575	6.5112	0.0394	0.0222	0.0538
Si	1.9236	6.7251	6.7207	0.0129	0.0031	0.0016
Si	5.7365	6.9597	6.7157	-0.0194	0.0124	-0.0508
As	9.7086	7.1747	7.249	0.0289	0.0823	0.0777
O	10.7969	8.1305	8.4845	0.051	0.0869	-0.1329
O	7.818	9.9	8.1902	0.0134	-0.011	-0.0049
O	7.2183	4.6363	8.045	0.0079	-0.0099	0.0162
O	3.384	10.3699	8.2406	-0.0001	0.0035	-0.0009
O	2.1143	7.6707	8.0569	0.0029	0.0027	0.0166
O	3.9946	4.588	8.266	0.0018	-0.0074	0.0088
O	9.7677	2.4791	8.207	0.0028	0.0026	-0.0053
O	2.6309	2.3529	8.113	-0.001	0.0014	0.0004
O	11.4151	4.567	8.0507	0.0142	-0.0142	0.0144
O	5.3714	2.3646	7.8132	-0.0009	-0.0011	-0.0104
O	6.0215	7.9012	8.0562	0.0039	0.0061	0.0118
O	11.403	10.739	8.3592	-0.0062	-0.0369	-0.021
O	11.2768	10.0799	21.7895	0.0003	0.0011	0
O	3.2412	10.7312	21.5142	0.0008	0	-0.0024
O	5.781	7.7789	22.1547	0.0018	0.0016	-0.0029
O	4.2269	4.4536	21.9331	0.0031	-0.0023	-0.0027
O	7.6881	9.6905	22.1794	-0.0001	0.0011	-0.0001
O	10.3086	7.6688	22.1619	-0.001	0.0024	-0.0024
O	1.6187	2.3993	22.1034	-0.0011	0.0025	-0.0033
O	5.95	2.4434	21.8723	0.0007	0.0031	-0.0027
O	8.4569	4.7224	22.1934	-0.0001	0.0004	-0.0052
O	-0.0541	4.4582	22.022	0.0032	0.0021	-0.0021
O	2.3461	7.4092	21.9373	0.0008	0.0061	-0.0018
O	9.1406	1.9007	21.8696	0.0002	0.002	-0.0021
Si	2.0992	7.9588	9.6439	0.022	-0.03	-0.0106
Si	5.0466	0.6011	17.6643	0.0007	0.0009	0
Si	2.4976	5.4675	13.9939	0.0016	0.0018	-0.009
Si	10.6306	3.8696	14.0383	0.0011	0.0023	-0.0116
Si	8.3123	2.4218	15.2552	0.0006	-0.0019	-0.0026
Si	9.5546	2.2509	20.3385	0.0014	0.0022	0.0043
Si	10.4855	3.69	9.0567	-0.0124	-0.004	0.0115
Si	0.0739	2.3543	11.5767	0.0024	0.0081	-0.0148
Si	11.0383	8.1566	15.3951	0.0014	0.0013	-0.0072
Si	5.1805	6.9559	13.9606	0.0046	0.0022	-0.0108
Si	5.7837	2.6607	11.1085	0.0218	0.0093	-0.014
Si	8.5824	7.6769	19.3655	0.0018	0.0019	0.0059
Si	8.125	4.8556	20.6083	0.0025	0.0015	0.0047
Si	5.9259	9.6133	15.1751	0.0008	0.0033	-0.0044
Si	2.1216	7.6515	20.347	-0.0024	0.0002	0.0046
Si	1.9517	4.9038	18.7884	0.0055	0.0035	0.0089
Si	4.5136	3.4585	17.9969	0.0004	-0.0007	0.0011
Si	8.5084	8.9545	16.7934	0.0021	-0.0001	0.0005
Si	0.8687	9.5592	13.3901	0.0018	-0.0036	-0.0036
Si	9.9752	10.7343	11.848	0.0047	-0.0042	-0.0056
Si	5.3582	3.7111	21.0037	0.0008	0.0016	0.0029
Si	0.5991	5.5441	16.2588	0.0008	0.0036	-0.0005
Si	11.1756	9.4466	9.321	-0.1162	-0.0445	-0.0445
Si	6.5727	8.9008	21.2787	0.0005	-0.0011	0.0045
Si	7.1263	7.1189	11.4451	0.0118	0.0013	-0.0095
Si	2.7146	0.7496	12.1847	0.0015	0.0022	-0.0043
Si	10.8892	8.6795	21.0272	0.0026	-0.004	0.0042
Si	6.0574	4.3479	15.6121	-0.0005	0.0007	-0.0045
Si	7.1062	0.521	12.9845	0.0018	-0.0006	-0.0083
Si	4.077	2.9783	8.5948	0.0069	0.0119	0.0034
Si	0.892	6.8399	11.8962	-0.0115	-0.0006	-0.0133
Si	6.6918	9.0484	9.0345	0.0074	-0.0057	-0.0112
Si	0.6786	3.2914	21.1288	0.0007	0.0001	0.0051
Si	9.8377	6.5354	12.8655	0.0041	0.0018	-0.0159
Si	7.6586	4.5898	9.6163	-0.0023	-0.0173	0.0186
Si	3.9954	10.0875	20.2024	0.0022	-0.0014	0.0037
Si	4.2802	3.0876	13.5045	0.0044	0.0003	-0.0075
Si	3.9906	10.0334	9.7303	0.0156	0.0075	-0.0042
Si	8.0739	0.8128	18.0185	0.0031	0.0021	0.0015
O	11.6424	3.2344	12.9404	0.0017	-0.0006	0.0014
O	9.2889	4.5798	9.7346	0.024	-0.0022	-0.0096
O	8.8091	3.6073	19.8457	0.0006	0.0003	-0.0013
O	4.0576	-0.0458	18.7933	0.0003	0.0025	-0.0015
O	11.3551	4.5282	15.3284	0.005	0.0023	0.0055
O	10.0961	9.845	10.4872	0.0623	-0.0144	-0.0848
O	3.7817	1.5946	13.0897	0.0005	0.0011	0.0018
O	0.7078	9.0753	14.9417	0.0033	0.0015	0.0038
O	6.4867	1.0127	18.3433	0.003	-0.0015	-0.0003
O	4.7728	3.1751	19.589	0.0015	0.0004	-0.0024
O	6.3046	1.2374	11.7459	0.0037	-0.001	0.0045
O	1.0436	9.1604	9.9936	-0.0143	0.0156	-0.0039
O	5.6671	4.3258	17.2085	0.0026	0.002	-0.0001
O	8.439	7.1376	12.3786	-0.0031	-0.0059	0.0092
O	4.4291	2.6359	10.1558	0.0012	-0.002	0.0055
O	2.0691	5.7036	15.5485	0.0003	0.0008	0.0038
O	3.4989	0.0362	10.9489	-0.0091	0.0026	0.0046
O	5.9014	7.2245	12.5158	-0.0051	-0.0006	0.0076
O	2.331	6.353	19.4078	0.0005	-0.0044	-0.0019
O	0.6818	4.9696	17.7754	0.0003	0.001	-0.0015
O	8.4426	10.7152	12.4029	-0.0022	0.0024	0.0022
O	5.6003	10.1515	9.5345	-0.0034	0.0071	0.0002
O	0.5984	8.1891	20.195	0.0049	-0.0028	0.0008
O	9.7862	2.6245	14.6338	0.0023	-0.0001	0.005
O	2.0579	10.6457	13.2497	0.0033	0.0013	-0.0006
O	9.9531	9.1289	16.0889	0.0001	0.0019	0.0026
O	6.1403	10.383	13.7469	0.0013	0.0015	0.0028
O	7.4696	1.5984	14.1443	0.0038	0.0025	0.0028
O	1.6646	3.9087	20.02	0.002	0.0032	-0.0051
O	5.9088	5.8128	14.8973	0.0019	-0.0009	0.0038
O	7.3517	8.9779	15.6618	0.0017	0.0001	0.0007
O	1.5288	1.6374	11.5129	0.0038	-0.002	0.0003
O	7.2476	8.3628	10.3937	-0.0022	0.0078	0.0124
O	4.3231	2.0069	17.2622	0.0011	0.002	0.0002
O	7.0472	3.2232	10.2595	-0.0203	-0.0193	0.0261
O	11.5141	7.008	16.4338	0.0029	-0.0041	0.0022
O	8.2863	10.1729	17.8116	0.0027	0.0022	-0.0013
O	3.5806	8.4887	10.0818	0.0033	-0.0077	0.0028
O	7.6116	3.8758	15.4924	0.0023	0.0004	0.0013
O	3.166	4.3379	17.8869	0.0018	0.0013	0.0012
O	2.9226	3.94	13.6884	0.0014	0.0016	0.0033
O	1.314	8.2776	12.5098	0.0041	0.0053	0.0026
O	1.2301	5.7239	13.016	0.0044	0.0001	0.0009
O	4.9929	8.3246	14.8336	0.001	0.0007	0.0033
O	11.1767	2.3986	20.3225	-0.0002	0.0008	-0.0019
O	11.0102	10.1445	12.9582	0.0005	0.0054	-0.0026
O	5.3128	3.6314	12.3457	-0.002	0.0015	0.0059
O	5.1068	3.2202	14.8965	0.0022	0.0027	0.0039
O	6.4932	4.8097	20.5521	0.0001	0.0006	0.0007
O	8.4583	1.6321	16.6684	0.0001	0.0016	-0.0001
O	10.4044	1.3359	11.5527	-0.0009	-0.003	0.0031
O	10.8948	6.7035	11.6254	0.0117	0	0.01
O	3.2503	8.6976	19.8365	-0.0033	0.0011	-0.0004
O	1.714	6.6221	10.5039	-0.0003	0.0053	-0.0046
O	7.1702	8.1985	19.9606	0.001	0.0006	-0.0044
O	8.4877	7.613	17.7344	0.0005	0.0021	-0.0054
O	3.6837	6.4749	13.5822	-0.0004	-0.0016	0.0028
O	9.6694	4.9752	13.309	0.0038	-0.0022	0.004
O	5.5265	9.9977	20.7339	-0.0041	0.0007	-0.0009
O	10.3552	7.42	14.1186	0.0022	0.0003	0.0056
O	8.7849	6.1669	19.926	-0.0009	0.0004	0.0007
O	7.0317	5.7892	10.5173	-0.0089	0.0125	-0.0066
O	5.2693	10.5628	16.3535	0.0015	0.0004	0.0003
O	9.0499	1.1442	19.2719	-0.0026	-0.0007	-0.0045
O	11.514	3.2397	10.2241	0.0055	-0.0063	0.0111
O	9.7447	8.7131	19.8671	-0.0012	0.0004	-0.0011

Results
free energy: -153071.132 eV
free energy less fixed offsets of As -4856.12, O -568.88, Si -635.61 eV per atom: 3.758 eV

The program warned: the cutoff lies below the one the program advises for these potential files; the exchange-correlation potential is rough where the density is thin.
